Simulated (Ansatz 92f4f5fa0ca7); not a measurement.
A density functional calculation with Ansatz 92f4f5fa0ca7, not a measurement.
Periodic cell of 144 atoms, Si90O54, from a study of silicon, its oxide and their interface. The atomic structure is a simulated model.

Settings
functional: r2SCAN
potential files: Ansatz norm-conserving
basis: plane waves
wave-function cutoff: 1300 eV
density cutoff ratio: 4
exchange-correlation grid ratio: 1
k mesh: 2 x 2 x 1, shifted by 0.5 0.5 0.5 of a step
self-consistency stop: 5e-08 eV per atom in the density residual
occupations: Fermi-Dirac, 0.05 eV
spin: none
net charge: 0

Cell vectors (angstrom)
a 11.54 0 0
b 0 11.54 0
c 0 0 18.5197

Atoms: element, x, y, z (angstrom)
Si -1.9075 0.175 0.9894
Si 0.0454 1.2403 -3.0887
Si -0.2032 6.9412 0.6135
Si 4.418 -0.7094 1.0421
Si 0.8492 5.0551 -0.2534
Si 4.1986 8.6236 0.0545
Si 7.6434 -0.5811 -1.4384
Si 9.7013 4.2581 -0.6821
Si 7.1952 8.0209 -0.4113
Si 2.0456 -0.4232 1.2136
Si 2.2499 4.1225 1.3508
Si 1.7695 7.6142 1.5823
Si 5.5968 1.0744 -0.0273
Si 6.4418 4.0859 1.6365
Si 5.9355 7.8644 1.5405
Si 11.574 -0.3165 -0.2433
Si 8.8651 3.8501 1.4521
Si 9.2883 7.9721 0.9994
Si 1.7873 1.4626 2.5096
Si 2.0902 5.9165 2.9289
Si 1.8861 9.5202 2.9195
Si 5.7183 1.8465 2.5424
Si 5.7796 5.8461 2.9468
Si 5.5679 9.7522 2.7976
Si 9.424 1.9559 2.5761
Si 9.4579 5.7074 2.8717
Si 9.5471 9.9192 2.4837
Si -0.0013 2.0382 3.9535
Si 0.0061 6.0531 4.0549
Si -0.1317 9.8329 4.0074
Si 3.8733 1.9018 4.0746
Si 4.0259 6.0192 4.3122
Si 3.7061 9.5814 4.3023
Si 7.5155 1.7804 3.987
Si 7.6973 5.8346 4.4008
Si 7.7106 9.9199 3.9824
Si 0.146 0.2132 5.3985
Si 0.1911 4.0832 5.1402
Si -0.0228 7.9816 5.5105
Si 3.8276 0.1189 5.5891
Si 3.9506 3.7834 5.435
Si 3.9655 7.8461 5.758
Si 7.7315 0.1179 5.5196
Si 7.935 3.7543 5.2978
Si 7.7718 7.9272 5.4759
Si 1.9599 0.1971 6.9774
Si 1.9495 4.0596 6.6635
Si 1.8779 7.9823 7.056
Si 5.8061 -0.0221 6.8814
Si 6.0493 3.8443 6.8271
Si 6.0348 7.9612 7.0744
Si 9.7275 0.0362 6.7491
Si 9.9054 3.8937 6.528
Si 9.576 7.7766 6.8926
Si 1.5111 2.1223 8.1247
Si 2.2166 5.9158 8.3649
Si 1.8985 9.8778 8.5221
Si 5.9503 2.1016 8.1877
Si 5.9907 5.9554 8.155
Si 6.1035 9.8752 8.4308
Si 10.0108 2.1246 7.9776
Si 9.7316 5.702 8.0082
Si 9.7873 9.6753 8.1666
Si -3.4959 1.974 9.2521
Si -0.2209 6.0854 9.7697
Si -0.0972 9.4218 9.7518
Si 4.1692 2.6286 9.7333
Si 4.5968 7.4609 11.4534
Si 4.6355 9.5342 10.2223
Si 9.6855 6.0424 11.4265
Si 7.9146 4.9685 9.097
Si 8.1512 10.3394 9.7597
Si -0.6311 -6.7003 14.0609
Si -8.8275 8.8657 16.1822
Si 0.9408 -1.3067 14.5097
Si 5.7148 6.2086 16.022
Si 4.2618 5.9119 9.6609
Si 5.1149 10.9495 13.1258
Si 7.7603 -1.6462 14.0798
Si 9.2982 9.3376 11.6297
Si -2.1756 3.2792 15.1149
Si 4.1482 3.6961 18.3983
Si 6.2022 7.1561 13.3124
Si 14.5002 -2.6891 13.4302
Si -1.3418 6.9966 16.2007
Si 2.0249 3.3981 14.2689
Si -0.0942 8.6894 16.8
Si 3.2329 4.7872 16.6387
Si 4.4056 13.8361 12.6954
Si 6.6146 4.2679 14.0922
O -1.9084 -5.6968 -1.2502
O -6.0832 -4.417 -3.7886
O 0.3775 0.1563 -4.2526
O -0.6139 6.2544 -3.667
O 2.9686 7.599 0.3593
O 4.8025 10.6764 -6.9965
O 6.3861 0.4646 -1.2867
O -0.2413 3.9222 -0.8092
O 1.5088 -3.0507 -1.3411
O 1.6178 2.6314 1.3024
O 8.6197 6.9669 2.1511
O 2.7708 7.909 -3.6849
O 8.6772 0.0546 -0.3824
O 2.687 2.2822 -9.2709
O 1.357 2.3532 -3.2309
O 8.0731 -1.0819 -2.9656
O 6.8028 6.9559 -1.5859
O 7.0047 9.6151 -0.788
O -2.2187 -3.8811 11.6935
O 1.2826 5.3907 9.7048
O 6.213 4.7237 15.5977
O -0.0914 1.8775 8.7957
O -2.5785 3.4588 16.6828
O -0.7858 9.9486 11.1984
O 7.0146 5.664 13.2985
O 3.0689 -1.6547 9.7242
O 14.7217 4.3165 15.0287
O 5.5838 3.2206 13.3462
O 4.2531 15.784 10.1218
O 4.5712 13.3841 11.1339
O 8.1305 -11.0387 10.011
O 4.521 0.9079 13.4997
O 11.602 7.8037 9.8553
O 8.3844 5.4427 10.6805
O -2.4663 -1.5089 13.1034
O 1.6109 -1.905 13.1682
O 3.0686 7.8434 12.1525
O 4.2776 -1.8094 13.835
O -7.2597 6.0274 16.6684
O 10.1377 5.1714 12.6257
O 4.0939 20.4167 17.027
O 6.67 10.9184 13.4468
O 19.5236 3.3312 14.2432
O 7.3801 -3.2392 13.6389
O 11.696 0.6961 16.9488
O 1.8475 5.5476 16.9721
O -1.3527 1.8725 14.9676
O 2.2213 10.306 15.5282
O -0.756 -1.7612 17.8637
O 0.7716 4.2279 13.6072
O 5.5056 4.5058 18.8207
O 3.0172 2.982 13.0599
O 15.9897 2.1485 18.0723
O -0.176 9.4017 15.2903

Results
free energy: -35646.133 eV
free energy less fixed offsets of O -463.61, Si -117.95 eV per atom: 4.307 eV
pressure: -0.87 GPa
stress xx, yy, zz, yz, xz, xy (GPa, positive in tension): 0.34, 0.65, 1.63, 1.6, 1.57, 0.07

Forces (eV/angstrom), in the order of the atoms: element, x, y, z
Si 0.5395 0.4387 0.2364
Si 2.3635 1.2788 -0.752
Si 0.1412 0.2991 -0.647
Si -0.2783 -0.1523 -1.1255
Si 0.5415 0.4881 -0.9706
Si 0.1643 -0.1566 3.2376
Si -0.9478 -0.9862 0.2592
Si 0.551 1.5757 -0.2193
Si 1.3821 0.721 1.0511
Si 0.1207 0.0131 0.3141
Si 0.9358 1.0597 -0.6544
Si 1.0274 1.0663 -1.5375
Si -1.6969 -1.4515 2.1776
Si -0.7583 -0.7905 0.5076
Si -0.4755 -1.3746 -0.2986
Si -0.3302 0.5642 0.0637
Si -0.3938 1.3429 0.1404
Si -0.3651 0.1961 0.0291
Si 0.192 1.2163 0.4638
Si 0.4332 -1.6114 1.1339
Si -0.8199 -0.2102 -0.828
Si 0.8581 1.2501 -0.9344
Si 1.8063 1.1835 -0.4212
Si 0.2681 0.3728 0.7343
Si 0.5645 -0.853 0.2645
Si -0.4642 0.3089 -0.0721
Si -0.2007 -0.6804 -0.2822
Si -0.2021 -0.1839 -0.812
Si -0.0379 0.5137 -0.6752
Si 0.3256 0.0186 0.309
Si -1.0066 -0.3696 -1.5508
Si -1.4929 -1.545 0.6635
Si 0.9733 1.0131 0.0714
Si 0.9878 1.0257 -0.318
Si -0.317 0.2275 -0.3856
Si -0.5771 -0.8372 0.0781
Si -0.8988 -0.7291 0.2804
Si -0.1364 -0.7307 0.369
Si -0.2698 -0.3965 0.268
Si 0.4206 -0.9648 -0.3358
Si 0.8716 1.3127 0.4117
Si -0.1265 -0.087 1.1332
Si -0.0071 -0.6441 0.3403
Si -1.4202 -0.2651 1.0646
Si -0.3519 0.1364 -0.3689
Si -0.4695 -0.697 -0.3351
Si 0.1953 -0.3176 1.268
Si 0.3834 -0.7812 0.0184
Si -0.1641 1.7527 0.1563
Si -0.5873 1.4341 -1.3694
Si -0.3803 0.2863 -0.9402
Si 0.5965 0.6551 0.1987
Si 0.0669 0.2975 0.0994
Si 0.5718 -0.1854 -0.3597
Si -1.0722 0.7144 0.1336
Si -0.0068 -0.1623 -0.1157
Si 0.2371 0.1743 1.0662
Si -0.3781 -1.7664 0.6875
Si 0.7992 -1.218 -0.022
Si 0.4706 -0.6119 1.2566
Si -0.1086 -1.6922 -0.0308
Si 1.1246 0.4009 -1.1939
Si -0.5693 1.1324 -0.0124
Si -0.2915 0.4463 -0.6611
Si 0.0156 2.1872 0.2994
Si 0.0941 -0.1886 -0.1899
Si 1.6749 0.9805 0.8879
Si -0.9455 0.4159 -0.1968
Si -0.7896 2.036 1.3459
Si -0.5764 1.9372 -1.8443
Si -0.1662 -0.2616 2.647
Si -0.6553 0.714 -0.5161
Si -2.4046 -0.1632 -0.5368
Si 0.3134 -0.2865 -1.4342
Si 0.6134 0.7999 0.0135
Si -0.4939 -0.1172 -0.1395
Si -0.2864 -2.3765 0.0995
Si -2.0914 0.9499 -1.9042
Si 0.5996 -0.9816 -2.5159
Si -0.1333 -0.935 0.7614
Si 0.3467 0.7306 -1.2086
Si -0.9271 0.9127 0.7771
Si 1.9615 -0.42 0.3846
Si 0.7933 -2.681 1.2714
Si -1.1682 -3.0919 -0.7019
Si 1.1597 1.2409 -0.2227
Si 0.8052 0.8728 1.0122
Si 0.1963 0.8289 -2.4153
Si 0.897 -0.1813 0.5372
Si 1.1088 -1.7392 -0.9823
O -0.2855 -0.0381 -0.3962
O -0.6225 0.0643 -0.3096
O -0.3152 0.5301 0.2846
O -0.2411 0.9835 1.7519
O -0.6655 0.092 1.8649
O 0.4909 -1.2378 -0.8829
O 0.7948 0.5908 -1.3188
O 0.4092 0.1317 0.2815
O -1.2675 0.544 -0.8474
O -0.2446 -1.3451 1.1616
O 0.7076 0.1195 -0.6733
O -0.0433 1.3503 -0.3636
O 0.3436 0.1002 -0.0808
O -0.9078 -0.3721 0.2572
O -1.4102 -1.3093 0.2152
O -0.0401 0.5705 1.542
O 0.4233 0.5794 0.8243
O 0.0921 -0.9053 -0.3501
O 0.2012 0.737 0.0239
O -0.8301 0.7016 -0.9404
O 0.0298 -0.0592 -0.2683
O 1.9715 0.9432 -0.7044
O -0.6857 -1.0607 -0.5883
O 1.0501 -0.4468 -1.1391
O -1.1794 0.2786 -0.2508
O 0.6032 -0.4762 -0.626
O -1.2757 -0.2389 1.8563
O 0.6234 1.5056 -0.0769
O -0.0712 0.4157 -0.3304
O -0.5488 1.4093 -0.0779
O 0.1401 -0.8517 0.2453
O 0.4872 -2.2371 0.1688
O 0.1195 -1.9018 -0.2145
O -0.7789 -0.2771 -0.4867
O -0.1962 -0.1675 0.2395
O -1.3732 0.7682 -0.3349
O 1.8494 -0.0391 0.2476
O 0.3859 0.3137 -0.4734
O 0.195 0.521 0.7013
O 0.6588 -0.9889 2.5546
O -0.1882 0.5276 -2.9016
O 0.0725 -0.5039 0.6706
O -0.1198 0.3904 0.2723
O -0.9169 1.0697 0.479
O -0.2479 -0.8189 0.3333
O -1.8835 -1.0024 1.1469
O -0.5087 -0.0721 0.5511
O 0.5471 0.0261 0.9342
O 1.5498 0.4865 -0.8505
O 1.2021 -0.097 0.3906
O 0.789 -0.714 -0.4356
O -1.4607 -0.7196 -0.7383
O 0.556 -0.631 -0.3953
O -0.2351 -0.876 0.5706

The program warned: the forces do not sum to zero within the program's tolerance.
